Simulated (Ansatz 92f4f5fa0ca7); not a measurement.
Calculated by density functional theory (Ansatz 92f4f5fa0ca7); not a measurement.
Periodic cell of 360 atoms, Si240O120, from a study of silicon, its oxide and their interface. The atomic structure is a simulated model.
Doubt: the cutoff is far below the 930 eV that the study's wrapper takes by default for these files, so forces and energies are approximate.
This geometry differs little from another in the collection (a relaxation step or a small displacement).

Settings
functional: PBE
potential files: Ansatz PAW
basis: plane waves
wave-function cutoff: 580 eV
density cutoff ratio: 5
exchange-correlation grid ratio: 1
k mesh: 1 x 1 x 1, Gamma-centred
self-consistency stop: 5e-08 eV per atom in the density residual
occupations: fixed
spin: none
net charge: 0

Cell vectors (angstrom)
a	11.6015	0	0
b	0	13.3963	0
c	0	0	41.257

Atoms: element, x, y, z (angstrom)
Si	0	2.2327	1.1851
Si	3.8672	2.2327	1.1851
Si	7.7343	2.2327	1.1851
Si	1.9336	5.5818	1.1851
Si	5.8008	5.5818	1.1851
Si	9.6679	5.5818	1.1851
Si	0	8.9308	1.1851
Si	3.8672	8.9308	1.1851
Si	7.7343	8.9308	1.1851
Si	1.9336	12.2799	1.1851
Si	5.8008	12.2799	1.1851
Si	9.6679	12.2799	1.1851
Si	1.9336	1.1164	1.9745
Si	5.8008	1.1164	1.9745
Si	9.6679	1.1164	1.9745
Si	0	4.4654	1.9745
Si	3.8672	4.4654	1.9745
Si	7.7343	4.4654	1.9745
Si	1.9336	7.8145	1.9745
Si	5.8008	7.8145	1.9745
Si	9.6679	7.8145	1.9745
Si	0	11.1635	1.9745
Si	3.8672	11.1635	1.9745
Si	7.7343	11.1635	1.9745
Si	1.9336	1.1164	4.3426
Si	5.8008	1.1164	4.3426
Si	9.6679	1.1164	4.3426
Si	0	4.4654	4.3426
Si	3.8672	4.4654	4.3426
Si	7.7343	4.4654	4.3426
Si	1.9336	7.8145	4.3426
Si	5.8008	7.8145	4.3426
Si	9.6679	7.8145	4.3426
Si	0	11.1635	4.3426
Si	3.8672	11.1635	4.3426
Si	7.7343	11.1635	4.3426
Si	0	0	36.9165
Si	3.8672	0	36.9165
Si	7.7343	0	36.9165
Si	1.9336	3.3491	36.9165
Si	5.8008	3.3491	36.9165
Si	9.6679	3.3491	36.9165
Si	0	6.6981	36.9165
Si	3.8672	6.6981	36.9165
Si	7.7343	6.6981	36.9165
Si	1.9336	10.0472	36.9165
Si	5.8008	10.0472	36.9165
Si	9.6679	10.0472	36.9165
Si	0	0	39.2846
Si	3.8672	0	39.2846
Si	7.7343	0	39.2846
Si	1.9336	3.3491	39.2846
Si	5.8008	3.3491	39.2846
Si	9.6679	3.3491	39.2846
Si	0	6.6981	39.2846
Si	3.8672	6.6981	39.2846
Si	7.7343	6.6981	39.2846
Si	1.9336	10.0472	39.2846
Si	5.8008	10.0472	39.2846
Si	9.6679	10.0472	39.2846
Si	0	2.2327	40.074
Si	3.8672	2.2327	40.074
Si	7.7343	2.2327	40.074
Si	1.9336	5.5818	40.074
Si	5.8008	5.5818	40.074
Si	9.6679	5.5818	40.074
Si	0	8.9308	40.074
Si	3.8672	8.9308	40.074
Si	7.7343	8.9308	40.074
Si	1.9336	12.2799	40.074
Si	5.8008	12.2799	40.074
Si	9.6679	12.2799	40.074
Si	1.3202	5.1362	24.2742
Si	4.8607	5.765	30.65
Si	2.8659	3.53	22.23
Si	2.085	-1.1796	32.8723
Si	4.8024	8.3012	30.5829
Si	9.9083	4.8924	30.5496
Si	0.506	4.3285	29.8337
Si	8.7678	0.4913	24.7406
Si	9.72	5.4086	32.889
Si	7.3851	7.5174	17.9293
Si	9.0173	16.3497	26.8004
Si	14.6052	9.5947	26.1898
Si	-4.2712	8.7783	30.7722
Si	3.9025	2.1728	32.8438
Si	10.7535	3.7113	22.6634
Si	-2.3512	7.2375	26.4023
Si	7.3463	12.1147	28.3106
Si	14.3675	-0.9119	30.5721
Si	0.5523	7.9339	25.2769
Si	4.0285	8.7785	32.8633
Si	3.4042	12.7039	25.4085
Si	3.546	7.9333	21.7141
Si	5.9774	12.2493	33.0261
Si	5.935	13.0472	30.7992
Si	0.031	2.0993	30.5744
Si	3.5181	2.6498	30.4321
Si	7.681	2.1677	32.9799
Si	2.0001	5.3754	33.0315
Si	5.1317	8.2134	24.1715
Si	11.69	8.8364	33.0998
Si	-2.2665	6.8003	29.3684
Si	6.6676	3.5011	27.1769
Si	5.7117	5.5169	32.9351
Si	1.7963	14.3309	29.4507
Si	-0.0156	9.0161	29.8543
Si	9.7609	12.1414	33.001
Si	2.0016	1.0422	33.7198
Si	5.7805	1.067	33.8233
Si	9.6671	1.0352	33.692
Si	0.0181	4.3355	33.7855
Si	3.9075	4.3231	33.8686
Si	7.7115	4.4207	33.6753
Si	2.0569	7.6795	33.6926
Si	5.8312	7.6878	33.879
Si	9.7252	7.6736	33.7348
Si	0.1432	11.1119	33.761
Si	3.9972	11.0569	33.6673
Si	7.834	11.0508	33.8246
Si	1.9439	1.1099	36.1073
Si	5.7867	1.1188	36.1638
Si	9.6653	1.1046	36.0907
Si	0.0016	4.4525	36.1377
Si	3.8773	4.4441	36.1911
Si	7.7262	4.4684	36.0811
Si	1.9509	7.8013	36.0907
Si	5.8021	7.7996	36.1984
Si	9.6674	7.7903	36.1129
Si	0.0185	11.1699	36.1299
Si	3.8852	11.1449	36.0767
Si	7.7423	11.1567	36.1654
Si	-0.0139	-0.0095	5.0781
Si	3.8512	0.0089	5.1389
Si	7.7161	-0.0047	5.0869
Si	1.9246	3.3526	5.0282
Si	5.8155	3.352	5.063
Si	9.6716	3.3826	5.0207
Si	-0.0063	6.7337	5.2289
Si	3.8766	6.7172	5.1637
Si	7.7248	6.7113	5.1912
Si	1.936	10.0805	5.2431
Si	5.7767	10.0706	5.2096
Si	9.683	10.0426	5.1082
Si	-0.1234	0.0736	7.4065
Si	3.7472	0.1583	7.5108
Si	7.6378	0.0685	7.4263
Si	1.914	3.4549	7.3289
Si	5.8335	3.445	7.3824
Si	9.6738	3.5618	7.3138
Si	-0.0224	6.8796	7.6982
Si	3.8696	6.7926	7.5538
Si	7.6865	6.8041	7.6114
Si	1.9067	10.2483	7.7267
Si	5.7022	10.1974	7.651
Si	9.6626	10.1021	7.466
Si	-0.4277	2.1783	10.2707
Si	3.8605	2.4266	8.1051
Si	11.5435	2.3485	7.9995
Si	1.9328	5.6378	8.2187
Si	5.7838	5.5832	8.3531
Si	6.2841	2.1651	18.5035
Si	-0.0166	9.1832	8.5902
Si	3.7977	9.0015	8.554
Si	7.6975	9.0986	8.2979
Si	0.429	7.1667	14.4581
Si	5.6553	12.5181	8.3976
Si	9.5397	12.3224	8.1983
Si	-1.2228	1.9096	14.8322
Si	1.7845	-0.7946	8.4704
Si	9.613	8.1673	11.5701
Si	3.9582	6.2874	11.5118
Si	7.6359	1.7366	13.7047
Si	6.9882	10.3644	14.434
Si	-2.8434	3.8671	18.4362
Si	9.0435	11.877	10.4778
Si	11.1618	13.0601	14.037
Si	3.1628	15.8113	13.7739
Si	2.5144	11.9392	14.4598
Si	4.4877	10.6159	20.2954
Si	0.0598	4.3359	11.1426
Si	7.82	2.335	8.0296
Si	8.6709	2.2115	10.1933
Si	-4.1176	10.6118	20.7734
Si	7.7741	3.9778	11.4777
Si	7.9823	9.6668	10.5722
Si	4.3037	5.1526	14.3105
Si	1.9076	9.2905	12.4767
Si	9.6165	5.698	8.4159
Si	5.6017	4.7318	10.6172
Si	7.7306	13.6969	11.1655
Si	6.6616	6.6811	15.2419
O	0.7347	1.6069	20.7078
O	-18.7505	3.3161	22.0265
O	18.7705	-2.5253	27.2549
O	-6.6255	28.8484	17.5242
O	-30.7664	11.9468	21.1845
O	24.872	-10.2608	13.8133
O	-26.0948	1.826	14.9577
O	9.921	4.3824	17.3557
O	-27.2906	30.0122	12.9808
O	10.5223	-5.5654	14.6468
O	31.7562	-4.7893	17.5917
O	7.1846	16.8724	18.0281
O	3.4747	28.5413	15.2587
O	19.3579	25.4819	21.4169
O	11.6161	8.7492	23.9804
O	2.9951	37.9663	25.7913
O	-23.2552	18.3186	23.4111
O	-1.3547	30.7974	26.4343
O	12.9493	8.0545	13.4368
O	-13.0893	-2.6109	17.5198
O	-5.2464	-8.4745	26.3899
O	21.933	-1.4258	21.9365
O	-14.9331	10.021	30.1805
O	8.9193	0.4892	23.0891
Si	-6.1671	-4.415	16.5618
Si	-1.2072	-1.0221	25.6566
Si	9.4577	11.1358	29.9884
Si	-0.5646	7.5735	20.1165
Si	-0.0432	9.6496	11.104
Si	11.0804	-1.3819	11.7265
Si	-3.0781	19.0232	19.9834
Si	2.602	18.2115	30.7983
Si	28.8691	3.559	29.5478
Si	1.0548	0.6221	27.1031
Si	0.0378	2.1115	32.9465
Si	8.9034	14.2577	18.8547
Si	-2.5331	12.9782	21.7326
Si	6.4879	-3.3585	23.4606
Si	-3.3854	-3.1617	26.1513
Si	23.434	3.6953	26.7572
Si	9.6183	-7.7362	10.8445
Si	4.6579	12.5902	22.5787
Si	0.367	4.0642	13.3676
Si	0.6526	9.0122	22.5129
Si	11.3834	16.9982	17.2035
Si	12.2691	-10.2144	20.2375
Si	2.2416	18.353	10.4308
Si	6.925	19.2051	25.1281
Si	3.7845	3.1156	10.3411
Si	11.6699	25.2974	22.8561
Si	12.7465	13.6043	10.6895
Si	3.255	9.9794	18.3665
Si	7.7441	8.7955	33.0839
Si	-6.0548	-0.3591	14.5707
Si	6.1914	27.3878	26.2473
Si	-8.2364	1.1462	11.6268
Si	-1.0724	12.2476	16.9202
Si	17.1682	15.5827	21.6278
Si	-4.434	-11.4576	30.6683
Si	-7.4515	14.4226	16.5692
Si	-6.1795	13.0171	10.8092
Si	9.0968	8.2319	13.8716
Si	3.878	8.6381	11.0218
Si	-2.0894	23.0009	18.4594
Si	-5.7848	9.9263	11.6625
Si	9.3813	2.5354	29.8678
Si	12.5264	28.1917	22.3286
Si	-9.5897	-7.6402	16.4849
Si	-3.9173	4.1363	22.611
Si	-9.2861	20.4876	19.2323
Si	2.0469	12.3236	16.8553
Si	14.6678	9.4731	29.2726
O	-7.6356	-4.5948	25.1524
O	13.8409	27.0751	26.0083
O	-1.8884	-1.3741	31.3296
O	0.4595	15.4881	26.7663
O	-8.6461	11.0327	29.8034
O	-8.3056	18.6966	15.5849
O	-15.6193	37.1304	24.654
O	-2.3986	17.2055	23.072
O	8.8913	-1.2205	28.8554
O	5.9263	2.2099	26.3983
O	-0.4456	-31.7455	21.4765
O	-5.6217	33.9148	25.0342
O	-5.6229	8.3515	17.9698
O	-9.2777	2.0887	22.7987
O	22.2287	21.2191	29.3002
O	2.0634	-22.923	20.8181
O	23.2585	-4.508	31.4538
O	2.6155	6.112	17.9665
O	-5.2762	25.3811	29.5795
O	7.2938	27.6535	18.5099
O	-5.713	5.3634	14.6952
O	-2.5821	6.4429	27.8052
O	-5.9208	15.6636	20.0081
O	6.0876	10.7166	19.9323
O	11.9424	5.6202	13.9261
O	47.9158	-17.9026	29.2807
O	29.6369	10.1075	15.9488
O	-1.9869	11.0623	26.2495
O	2.3882	8.6666	18.8065
O	16.8597	-0.1233	16.1565
O	14.9953	6.8816	20.4597
O	9.2986	27.2292	20.3753
O	28.0064	-0.2355	26.127
O	-15.243	7.451	30.0101
O	-14.678	8.6928	26.5323
O	12.8533	4.247	25.6256
O	-7.329	36.1089	21.27
O	19.4688	-6.2253	14.2436
O	-13.3146	6.4505	20.3338
O	-4.7313	4.8858	23.7938
O	-6.3268	14.0659	22.1745
O	11.0976	2.2563	16.2929
O	-0.7401	10.4505	29.4905
O	16.067	7.3587	22.9245
O	-5.4741	-12.2834	14.0444
O	-4.6342	16.1089	22.2781
O	-15.8906	-3.777	22.0755
O	-3.8608	31.9079	21.3141
O	7.5169	6.7538	19.3373
O	20.6314	28.7097	25.5122
O	-8.6746	13.646	17.3245
O	-3.3114	13.9955	12.726
O	-15.8575	6.4231	16.7105
O	-10.3468	-0.4064	14.1113
O	12.5068	4.5505	16.4983
O	-24.4282	12.2193	15.2731
O	-34.1854	4.3971	28.1706
O	-12.5576	-10.1507	13.9122
O	12.0917	30.07	18.6449
O	17.2858	11.4567	23.1896
O	-7.3634	3.6606	13.6518
O	-9.5407	8.2527	22.2899
O	-2.9231	10.1741	19.7541
O	24.6616	-6.7157	24.7535
O	-9.0043	4.7065	23.3401
O	7.0029	26.9391	27.5993
O	4.2847	-0.2059	30.6975
O	-11.8009	-0.4267	26.828
O	-14.7307	6.3309	25.2896
O	9.4093	2.4141	18.8578
O	-0.2716	11.8008	24.437
O	8.5183	23.1512	14.2949
O	4.0045	-3.7587	16.9265
O	0.4756	26.0966	17.1166
O	-12.2087	3.866	21.0381
O	10.8445	20.8083	26.0951
O	-6.1614	21.178	15.4451
O	0.8053	-6.623	19.7547
O	-10.6839	-16.1798	22.3534
O	6.7652	-14.8082	14.2577
O	27.0653	33.0412	13.1805
O	9.4644	15.6463	28.2214
O	-32.579	11.1578	17.9773
O	-10.6364	26.6287	22.6523
O	-5.5388	9.6525	13.2829
O	26.7729	12.8366	23.7845
O	3.5693	-3.9438	27.7124
O	-20.9284	-2.8244	13.5353
O	-17.923	-1.9007	11.493
O	-24.0632	-4.739	18.94
O	-0.2728	15.6263	23.1034
O	-27.646	-13.2084	24.9878
O	1.5037	8.9346	26.1483
O	-7.5578	-14.2674	14.0127
O	9.6084	40.1317	17.7135
O	12.8387	7.082	15.8895

Results
free energy: -220805.466 eV
free energy less fixed offsets of O -568.88, Si -635.61 eV per atom: 6.534 eV

Forces (eV/angstrom), in the order of the atoms: element, x, y, z
Si	0.001	-0.0282	0.0385
Si	0.0138	-0.0334	0.0022
Si	0.02	-0.0271	0.0074
Si	-0.0257	-0.0784	-0.016
Si	0.0146	-0.044	-0.0404
Si	0.0196	-0.0385	-0.0692
Si	0.0048	0.0362	0.022
Si	0.0135	0.0233	0.0347
Si	0.0031	0.0233	0.0044
Si	-0.0205	0.0067	-0.0294
Si	0.0049	0.031	0.0158
Si	0.0124	0.0042	0.0653
Si	-0.0207	-0.0399	-0.0115
Si	-0.0686	-0.0092	0.0046
Si	-0.0524	0.0351	-0.0016
Si	0.0144	0.2339	0.0103
Si	0.0339	0.1185	-0.0163
Si	-0.0281	0.1614	-0.0049
Si	-0.0309	0.0572	-0.0287
Si	0.0241	0.0555	-0.0107
Si	-0.0086	-0.0927	-0.0267
Si	0.094	-0.0719	0.0047
Si	-0.0439	-0.0203	-0.0061
Si	-0.0582	-0.0904	-0.0215
Si	-0.0676	-0.1215	-0.2854
Si	-0.187	-0.0387	-0.2182
Si	-0.139	0.032	-0.1556
Si	0.0515	0.6004	-0.3208
Si	0.0799	0.2671	-0.1555
Si	-0.0569	0.4405	-0.4041
Si	-0.0636	0.2646	0.6542
Si	0.0375	0.2199	0.3274
Si	-0.0167	-0.1224	0.203
Si	0.2209	-0.1422	-0.0536
Si	-0.1551	0.0611	0.285
Si	-0.1581	-0.1584	0.1774
Si	0.0341	0.0748	-0.1235
Si	-0.0647	-0.2333	-0.0456
Si	0.0248	0.0465	-0.0327
Si	-0.033	-0.1809	0.1272
Si	0.2456	-0.0125	0.2756
Si	-0.1562	-0.0965	-0.2035
Si	0.134	-0.06	-0.1405
Si	-0.1177	-0.0941	0.2774
Si	0.1227	-0.2202	0.1688
Si	0.2103	-0.1421	-0.2082
Si	-0.029	-0.0237	0.1246
Si	0.1913	-0.1658	-0.1258
Si	0.0113	0.024	0.0223
Si	-0.0409	-0.0773	0.0031
Si	0.0157	0.0196	0.027
Si	-0.0223	-0.0657	-0.0006
Si	0.0973	-0.003	-0.0111
Si	-0.0553	-0.0314	0.0015
Si	0.0382	-0.0122	-0.0003
Si	-0.044	-0.0481	-0.0276
Si	0.068	-0.07	-0.0255
Si	0.0516	-0.0231	0.0173
Si	-0.009	0.0235	0.0139
Si	0.0696	-0.0617	0.0277
Si	0.0018	0.0316	-0.0058
Si	-0.0108	0.0345	-0.0259
Si	-0.0205	0.0341	0.0376
Si	0.0365	0.0611	0.0125
Si	-0.0154	0.031	0.0161
Si	-0.0283	0.0375	0.0088
Si	-0.0102	-0.0257	-0.0129
Si	-0.0082	-0.0198	-0.0038
Si	-0.0067	-0.0233	-0.0254
Si	0.0177	0.0043	0.0007
Si	-0.0062	-0.0246	-0.006
Si	-0.0083	-0.0018	-0.0476
Si	0.0044	0.0139	-0.0295
Si	0.0164	-0.0424	-0.0111
Si	-0.0074	-0.0078	-0.0068
Si	0.006	-0.0133	0.0269
Si	-0.0877	0.009	0.0745
Si	0.0176	-0.0652	0.0238
Si	0.0139	0.0033	-0.0337
Si	-0.0234	0.0309	0.0371
Si	0.0075	-0.0117	0.0288
Si	0.0044	0.0115	0.025
Si	-0.0611	-0.0527	-0.0476
Si	-0.0025	-0.0098	-0.0082
Si	0.0898	0.0754	-0.2001
Si	-0.0645	0.1054	-0.0204
Si	0.0351	0.0048	-0.0035
Si	0.0003	0.0486	0.0304
Si	0.0284	0.0061	0.0241
Si	0.2253	-0.019	0.0997
Si	-0.0032	-0.011	-0.0174
Si	-0.0197	0.0081	-0.0275
Si	-0.0041	0.0051	0.039
Si	-0.0127	-0.0084	0.0151
Si	-0.042	-0.0448	0.0781
Si	-0.0146	-0.0152	-0.1027
Si	-0.0252	0.0448	-0.0828
Si	0.0914	-0.1159	-0.0328
Si	-0.0429	0.0152	-0.0319
Si	-0.0399	-0.0076	-0.0386
Si	-0.0037	-0.0167	-0.0061
Si	0.0314	-0.0127	-0.0722
Si	-0.0391	0.0294	-0.0239
Si	-0.0112	-0.0308	0.0485
Si	-0.0034	0.0298	0.0188
Si	-0.0666	-0.0021	0.0011
Si	-0.0078	-0.0016	0.0377
Si	-0.0226	-0.026	-0.0642
Si	0.0042	-0.0386	-0.0051
Si	0.1194	0.006	0.006
Si	0.0019	-0.0737	0.0375
Si	0.0145	-0.0218	-0.0534
Si	0.0125	-0.0352	-0.0298
Si	0.0001	-0.0223	-0.0085
Si	-0.0213	0.0008	0.0142
Si	0.0078	-0.0168	-0.0005
Si	0.0229	-0.0061	-0.0281
Si	-0.009	0.0213	-0.0052
Si	0.0373	0.0386	-0.0312
Si	0.0308	0.0409	-0.0286
Si	-0.0011	0.0133	-0.029
Si	-0.0281	0.0031	0.0131
Si	0.0163	0.0166	-0.0156
Si	-0.0246	0.007	0.0331
Si	-0.0168	0.0074	-0.0174
Si	0.0103	0.0157	-0.011
Si	0.0015	0.0006	-0.0131
Si	0.0033	0.0093	-0.0328
Si	-0.0239	-0.0013	0.018
Si	-0.0158	0.0094	0.0046
Si	-0.0281	0.0206	-0.0207
Si	-0.0159	-0.0145	-0.0056
Si	0.0017	0.0057	0.0059
Si	0.0027	0.0048	0.0297
Si	0.0046	0.0023	0.033
Si	-0.0083	-0.0072	-0.0002
Si	-0.0077	-0.0159	-0.0064
Si	-0.0073	-0.0126	-0.0216
Si	0.0092	-0.0107	0.0341
Si	-0.013	-0.0102	-0.016
Si	0.0059	0.0002	0.0106
Si	0.0006	-0.0033	0.0071
Si	0.0184	-0.0121	0.0182
Si	-0.0095	-0.0118	0.0235
Si	0.021	-0.0066	0.0039
Si	-0.0017	0.0029	-0.008
Si	-0.0363	-0.0063	-0.038
Si	-0.0049	0.0107	-0.0177
Si	0.0126	0.028	-0.0076
Si	-0.0078	0.0073	0.0396
Si	-0.0407	0.0188	-0.0024
Si	0.031	0.0023	0.0107
Si	-0.019	0.015	-0.0056
Si	0.0085	0.0105	-0.0074
Si	-0.0184	0.0062	-0.0031
Si	0.031	-0.0269	-0.0195
Si	-0.0108	-0.0757	0.0314
Si	0.0047	-0.0186	0.0277
Si	0.0147	0.0046	-0.0115
Si	-0.0226	-0.0192	-0.0437
Si	-0.0428	-0.0229	-0.0231
Si	-0.0141	-0.0134	0.0209
Si	-0.0208	-0.0242	0.0063
Si	-0.003	-0.0163	-0.0041
Si	-0.0156	-0.0007	-0.0053
Si	-0.0095	-0.0225	-0.0136
Si	0.0163	-0.0044	0.0273
Si	-0.0196	0.0101	0.0043
Si	0.0239	0.0091	-0.0211
Si	-0.0076	-0.0012	0.028
Si	0.0241	0.0009	-0.0858
Si	-0.0309	-0.0083	0.0551
Si	0.0022	0.0513	-0.0409
Si	-0.0256	-0.0041	-0.0268
Si	0.0113	-0.0414	-0.0182
Si	0.0855	-0.0481	0.0016
Si	0.0275	0.0137	0.1057
Si	0.0422	-0.0199	0.0153
Si	0.0199	0.0166	0.0077
Si	-0.0074	0.0058	0.0225
Si	0.0656	0.0622	-0.1436
Si	0.0106	0.0057	0.0059
Si	0.0256	0.0157	-0.0223
Si	0.0023	0.009	0.0089
Si	-0.0527	-0.0397	0.0947
Si	-0.0084	-0.005	0.0248
Si	-0.0146	0.0353	-0.0424
Si	0.0408	0.101	0.2197
Si	0.0406	0.0203	-0.0009
Si	0.0099	-0.0205	0.0214
Si	-0.0256	-0.0637	0.0743
Si	0.0072	0.0073	0.0162
O	-0.0083	0.0138	0.0053
O	0.0153	-0.0125	0.0036
O	-0.0026	0.0087	-0.0068
O	0.0031	-0.0073	-0.0066
O	0.0038	-0.0136	-0.0097
O	-0.0379	0.034	-0.0477
O	-0.0454	-0.0064	0.0343
O	0.0231	-0.0014	0.0138
O	0.0044	-0.0382	-0.0336
O	0.0133	-0.0144	0.0147
O	-0.0057	-0.0044	-0.0032
O	-0.0012	-0.0049	0.0211
O	-0.0133	0.0033	0.0018
O	-0.0121	0.0047	-0.0133
O	0.0046	-0.0047	-0.0002
O	0.0035	-0.0068	-0.0152
O	-0.0207	-0.0174	0.0011
O	-0.0004	0.0057	-0.0472
O	0.0462	0.0821	-0.0616
O	0.0045	-0.0072	-0.0075
O	-0.0049	0.015	-0.0471
O	-0.0116	-0.009	0.004
O	-0.0549	-0.0454	0.0574
O	-0.0169	-0.003	-0.0113
Si	-0.0408	-0.014	0.0194
Si	0.0755	-0.01	0.0475
Si	-0.0684	0.0459	0.0119
Si	-0.0057	0.0012	0.0121
Si	-0.1251	-0.0051	-0.0916
Si	0.0616	0.0065	-0.0105
Si	0.0146	0.022	-0.0222
Si	0.0014	0.1568	0.0825
Si	0.0167	-0.0007	0.0435
Si	0.0175	0.026	0.003
Si	0.0196	0.0401	0.0631
Si	-0.0399	0.0274	-0.0131
Si	0.0185	0.0039	0.01
Si	0.0028	0.024	0.0151
Si	-0.0037	-0.0067	-0.0012
Si	0.0152	-0.0284	0.0531
Si	-0.0122	0.0147	0.0037
Si	0.0212	-0.0169	0.0024
Si	-0.0301	-0.0082	0.1606
Si	-0.0138	-0.0102	0.0125
Si	-0.0247	0.0131	-0.0034
Si	0.0426	-0.0029	0.0107
Si	-0.014	0.0082	0.0719
Si	-0.0101	0.0153	0.0226
Si	0.0477	-0.0023	-0.0371
Si	0.0021	0.0031	0.0042
Si	-0.006	0.0286	0.0029
Si	-0.017	0.007	-0.0065
Si	-0.0319	0.0002	0.0649
Si	-0.0039	-0.0251	0.0137
Si	0.0376	0.0234	0.0177
Si	-0.0419	-0.0453	0.0353
Si	0.0183	0.0185	0.0148
Si	-0.0234	0.0205	-0.0361
Si	-0.0308	0.0359	-0.0007
Si	0.0144	0.0238	-0.025
Si	-0.0109	-0.0401	-0.0338
Si	-0.0048	-0.0458	-0.0324
Si	0.0279	0.0102	-0.0257
Si	0.0045	-0.0291	0.0224
Si	-0.0856	0.0823	0.0038
Si	-0.0451	-0.0705	-0.0433
Si	0.0285	0.0146	-0.0182
Si	-0.0272	-0.0102	0.0101
Si	-0.0044	0.0104	-0.0142
Si	0.0026	-0.001	-0.0039
Si	-0.0248	0.0274	0.0586
Si	0.033	0.0188	0.0099
O	-0.0101	0.0155	-0.0041
O	-0.0004	-0.0033	0.0014
O	0.0138	0.0088	0.0738
O	0.0063	0.0605	-0.0265
O	-0.0365	0.0228	-0.0009
O	0.0096	-0.0035	0.011
O	0.0071	0.0093	0.0055
O	0.0006	-0.0074	0.0092
O	0.0265	-0.0141	0.0185
O	0.0022	-0.0197	-0.0481
O	-0.0073	-0.0046	0.0028
O	0.0111	-0.0068	-0.0156
O	0.0157	-0.0029	-0.0204
O	-0.0185	-0.0195	0.0119
O	0.031	0.0084	0.0005
O	-0.012	-0.0094	-0.005
O	0.0011	-0.0087	0.06
O	-0.0023	0.0004	-0.008
O	-0.0504	0.0533	0.048
O	0.0073	0.0076	-0.0022
O	0.0046	-0.0177	0.0095
O	0.003	-0.0132	-0.0043
O	0.0113	-0.0052	0.0003
O	0.0049	0.0034	-0.0049
O	0.0067	-0.0439	0.0031
O	0.0108	-0.0018	0.0071
O	0.0188	0.0266	-0.0155
O	-0.007	-0.0118	-0.0006
O	0.0094	-0.0108	-0.0047
O	0.0186	-0.0249	0.0026
O	-0.0046	0.0048	-0.0101
O	-0.0017	-0.0059	0.0069
O	-0.0007	-0.0031	-0.0157
O	-0.0014	-0.041	0.0606
O	-0.0018	-0.0085	-0.0046
O	-0.0078	-0.0016	-0.0065
O	-0.0079	0.0101	0.0036
O	0.0226	0.0073	0.021
O	-0.0042	-0.0027	-0.0077
O	-0.0072	-0.0105	0.0008
O	0.0062	-0.006	0.0087
O	-0.0079	-0.0292	-0.0241
O	0.0189	-0.0001	-0.04
O	-0.0077	-0.0055	0.0029
O	0.0313	0.0184	-0.007
O	0.0055	-0.0008	-0.0017
O	-0.0046	0.0098	-0.0186
O	-0.0135	-0.0137	0.0223
O	-0.0035	0.0059	-0.0061
O	0.0038	0.0715	0.0199
O	-0.0171	-0.0169	-0.0078
O	-0.0125	0.0082	-0.0412
O	-0.0093	-0.0042	-0.0217
O	-0.0328	0.0037	-0.0552
O	0.0115	0.0114	0.0148
O	-0.0051	0.0175	-0.0329
O	0.0018	-0.0236	0.029
O	0.0585	0.0523	-0.0138
O	-0.0172	-0.0084	-0.0176
O	-0.003	0.0229	-0.0043
O	-0.0122	-0.0217	-0.005
O	0.015	0.0016	0.0053
O	-0.007	0.0036	0.0097
O	-0.0025	0	-0.0016
O	-0.0088	-0.0062	0.0073
O	-0.0003	-0.0271	0.0005
O	-0.0899	-0.0613	-0.0729
O	-0.0189	-0.0304	-0.0126
O	0.0025	-0.0254	-0.0109
O	0.008	-0.0008	-0.0017
O	0.008	0.0163	-0.0157
O	0.0148	0.0023	0.0289
O	0.029	-0.0303	-0.0324
O	-0.0078	-0.0002	-0.0325
O	-0.015	-0.0069	0.0026
O	-0.008	-0.0106	0.0072
O	0.0014	0.0035	0.0031
O	-0.004	-0.0078	-0.0083
O	0.0013	0.0192	-0.0018
O	0.021	-0.0022	0.0063
O	0.0185	-0.0179	-0.0372
O	0.0275	-0.0093	0.0789
O	0.0043	-0.0318	0.0197
O	-0.0016	-0.0117	0.0075
O	0.0094	0.0305	0.0133
O	-0.01	-0.0025	-0.0117
O	0.0137	-0.0012	0.0158
O	-0.0337	-0.1496	-0.1077
O	0.064	-0.043	-0.0322
O	-0.0082	0.0172	-0.0111
O	-0.0166	-0.0055	0.0144
O	-0.0333	0.0105	-0.0125
O	-0.0138	0.0047	-0.0095
O	-0.0001	-0.0049	-0.0224
O	0.0121	-0.014	-0.0166
O	-0.0202	0.0204	-0.0362

The program warned: the cutoff lies below the one the program advises for these potential files; the exchange-correlation potential is rough where the density is thin.
